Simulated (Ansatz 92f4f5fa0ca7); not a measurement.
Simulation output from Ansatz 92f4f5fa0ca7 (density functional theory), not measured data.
Periodic cell of 255 atoms, Si165O90, from a study of silicon, its oxide and their interface. The atomic structure is a simulated model.
Doubt: the cutoff is low for norm-conserving oxygen, so forces and energies are approximate.
This geometry differs little from another in the collection (a relaxation step or a small displacement).

Settings: functional HSE06; potential files SPMS norm-conserving; basis plane waves; wave-function cutoff 800 eV; density cutoff ratio 4; exchange-correlation grid ratio 1; k mesh 1 x 1 x 1, Gamma-centred; occupations fixed; spin none; net charge 0.

Cell vectors (angstrom)
a, 10.938, 0, 0
b, 0, 10.938, 0
c, 0, 0, 37.0262

Atoms: element, x, y, z (angstrom)
Si, 0, 0, 0.683
Si, 5.469, 0, 0.683
Si, 2.7345, 2.7345, 0.683
Si, 8.2035, 2.7345, 0.683
Si, 0, 5.469, 0.683
Si, 5.469, 5.469, 0.683
Si, 2.7345, 8.2035, 0.683
Si, 8.2035, 8.2035, 0.683
Si, 1.3673, 1.3673, 2.0503
Si, 6.8362, 1.3673, 2.0503
Si, 4.1018, 4.1018, 2.0503
Si, 9.5708, 4.1018, 2.0503
Si, 1.3673, 6.8362, 2.0503
Si, 6.8362, 6.8362, 2.0503
Si, 4.1018, 9.5708, 2.0503
Si, 9.5708, 9.5708, 2.0503
Si, 2.7345, 0, 34.9747
Si, 8.2035, 0, 34.9747
Si, 0, 2.7345, 34.9747
Si, 5.469, 2.7345, 34.9747
Si, 2.7345, 5.469, 34.9747
Si, 8.2035, 5.469, 34.9747
Si, 0, 8.2035, 34.9747
Si, 5.469, 8.2035, 34.9747
Si, 4.1018, 1.3673, 36.3419
Si, 9.5708, 1.3673, 36.3419
Si, 1.3673, 4.1018, 36.3419
Si, 6.8362, 4.1018, 36.3419
Si, 4.1018, 6.8362, 36.3419
Si, 9.5708, 6.8362, 36.3419
Si, 1.3673, 9.5708, 36.3419
Si, 6.8362, 9.5708, 36.3419
Si, -0.1767, -0.191, 26.7642
Si, 4.2356, -0.2883, 26.1503
Si, 2.6559, 2.3741, 26.7466
Si, 7.2693, 2.9152, 26.9872
Si, -0.5534, 5.4958, 26.8208
Si, 5.6635, 4.8672, 26.9204
Si, 1.8453, 8.723, 25.4882
Si, 8.2562, 7.8074, 26.7218
Si, 1.2081, 1.2045, 28.1458
Si, 6.4284, 1.1622, 28.4664
Si, 3.9402, 3.889, 28.1538
Si, 9.1793, 3.9379, 28.153
Si, 1.1244, 6.7852, 27.9511
Si, 6.7178, 6.6657, 28.1002
Si, 4.6811, 10.3026, 28.3788
Si, 9.377, 9.4339, 28.1144
Si, 2.7349, 0.0683, 29.5712
Si, 8.1283, -0.0506, 29.5435
Si, -0.145, 2.6955, 29.4268
Si, 5.3034, 2.7512, 29.7385
Si, 2.6211, 5.4741, 29.3331
Si, 8.1004, 5.4569, 29.5899
Si, -0.0513, 8.2026, 29.4637
Si, 5.4739, 8.2611, 29.3993
Si, 3.9654, 1.4053, 31.0582
Si, 9.5196, 1.3364, 30.8686
Si, 1.2639, 4.1149, 30.7741
Si, 6.757, 4.1271, 30.9692
Si, 4.0262, 6.8676, 30.7318
Si, 9.5426, 6.8331, 30.8733
Si, 1.3615, 9.5496, 30.8378
Si, 6.8111, 9.512, 30.9125
Si, -0.0079, -0.0081, 32.2168
Si, 5.4135, -0.0336, 32.2622
Si, 2.6107, 2.8137, 32.2885
Si, 8.1582, 2.7126, 32.2529
Si, -0.0435, 5.4549, 32.221
Si, 5.3869, 5.5359, 32.226
Si, 2.6956, 8.1714, 32.2068
Si, 8.1999, 8.1889, 32.271
Si, 1.3287, 1.3628, 33.62
Si, 6.8082, 1.336, 33.6123
Si, 4.0698, 4.127, 33.609
Si, 9.5502, 4.0803, 33.6038
Si, 1.3455, 6.8079, 33.5951
Si, 6.8149, 6.8313, 33.613
Si, 4.0658, 9.5285, 33.6082
Si, 9.5736, 9.5688, 33.6081
Si, 2.746, -0.0126, 3.3926
Si, 8.2243, 0.0235, 3.4272
Si, 0.0328, 2.7648, 3.4227
Si, 5.5086, 2.7494, 3.412
Si, 2.7486, 5.4803, 3.4285
Si, 8.2481, 5.4941, 3.4101
Si, 0.0121, 8.1969, 3.3999
Si, 5.4679, 8.2091, 3.4378
Si, 4.1718, 1.3095, 4.7179
Si, 9.6266, 1.396, 4.7854
Si, 1.4009, 4.125, 4.8223
Si, 6.8961, 4.1394, 4.7676
Si, 4.1153, 6.8207, 4.8262
Si, 9.6689, 6.8012, 4.8016
Si, 1.3876, 9.5428, 4.7467
Si, 6.8731, 9.5702, 4.7853
Si, 0.0445, -0.0349, 6.1077
Si, 5.5298, 0.014, 6.1716
Si, 2.8219, 2.6758, 6.0274
Si, 8.3362, 2.86, 6.133
Si, 0.1067, 5.5126, 6.2996
Si, 5.5363, 5.4627, 6.1825
Si, 2.7147, 8.197, 6.1675
Si, 8.263, 8.1619, 6.0846
Si, 1.4845, 1.3223, 7.3912
Si, 6.9707, 1.4947, 7.4146
Si, 4.2501, 3.8992, 7.4321
Si, 9.6426, 4.1923, 7.6802
Si, 1.3908, 6.964, 7.7378
Si, 6.9512, 6.8455, 7.5268
Si, 4.1174, 9.5158, 7.4815
Si, 9.5854, 9.5315, 7.4414
Si, 2.841, 0.0085, 8.8449
Si, 8.226, 0.019, 8.671
Si, 0.1068, 2.6066, 8.7827
Si, 5.6466, 2.7418, 8.9106
Si, 2.8204, 5.9009, 9.3896
Si, 8.2235, 5.5688, 9.1133
Si, -0.0911, 8.2858, 8.9986
Si, 5.5818, 8.2385, 8.8291
Si, 4.7162, 0.8882, 10.0486
Si, 9.8185, 1.0696, 9.999
Si, 1.6286, 3.888, 11.2315
Si, 6.3911, 4.587, 10.296
Si, 4.9012, 6.5384, 10.339
Si, 9.3708, 7.1694, 10.5434
Si, 1.1792, 9.879, 10.1502
Si, 6.4195, 10.1401, 9.8679
O, 9.3688, 6.675, 26.2076
O, 5.6268, -0.4345, 25.3296
O, 12.984, 5.3635, 10.7257
O, 2.8123, 3.1086, 11.9996
O, 5.0753, 5.5029, 25.5054
O, 0.6124, 9.7476, 25.7245
O, 0.0282, 0.0366, 10.5675
O, 1.1959, 3.0774, 9.921
O, 6.5474, 4.2335, 11.9155
O, 3.1959, 4.6332, 8.4458
O, 10.2074, 6.4083, 11.7265
O, 1.8547, 9.3209, 11.5467
O, 4.5063, 1.1667, 11.66
O, 0.4046, 4.0593, 12.2411
O, 9.1413, 1.762, 11.3168
O, 4.9222, 6.8644, 11.9594
O, 7.5193, 8.5698, 25.458
O, 12.7762, 7.6269, 26.6946
O, 1.7995, 8.045, 24.0062
O, 3.6433, 1.2399, 26.005
O, 9.8895, 0.8668, 25.8705
O, 0.2537, 4.6444, 25.6643
O, 7.7255, 13.2844, 25.515
O, 3.217, 9.5641, 25.5223
Si, 10.8483, 2.1818, 22.8565
Si, 6.8463, 9.7613, 24.5727
Si, 1.5322, 11.9791, 16.8455
Si, 10.648, 0.0064, 14.6244
Si, 5.7389, -0.2505, 16.597
Si, 12.809, 6.8197, 17.2183
Si, 3.3851, 1.7506, 12.6654
Si, 4.1304, 5.2485, 24.216
Si, 4.2177, 2.142, 15.7016
Si, 10.128, 2.9234, 17.3366
Si, 8.6742, 1.1967, 12.7598
Si, -5.9547, 9.1423, 19.0897
Si, 14.7541, 4.4051, 17.5166
Si, 8.6715, 11.1793, 16.6955
Si, 8.604, -0.2477, 19.7888
Si, 7.6638, -5.1454, 20.7122
Si, 3.7482, 2.4897, 19.818
Si, 7.3649, 9.4351, 11.8167
Si, 5.4202, 3.8865, 21.8552
Si, 10.936, 10.5149, 21.4949
Si, -2.2068, 1.2942, 24.8127
Si, -0.6, 5.1839, 12.7789
Si, -1.5841, 8.1713, 21.0552
Si, -4.9252, 6.3627, 18.1306
Si, 7.2937, 5.9094, 15.2418
Si, 2.799, 7.6515, 22.7727
Si, 5.1882, 9.5112, 22.0193
Si, -0.6264, 5.6965, 15.7354
Si, 10.2749, 4.0377, 20.3063
Si, 1.8012, 10.0283, 13.0058
Si, -4.9033, 1.2355, 20.9135
Si, 5.5895, 7.5129, 13.2835
Si, 1.5041, 3.7289, 25.1272
Si, 1.0079, 6.6831, 20.2064
Si, 7.4709, 3.8356, 13.1982
Si, 14.558, 8.6447, 15.2488
Si, 13.2077, -0.1859, 19.5176
O, 9.939, 3.2944, 18.9013
O, 5.1659, 1.7207, 19.6275
O, 6.3316, 2.5491, 21.8061
O, 1.5429, 10.9234, 18.0732
O, 4.4749, 7.5341, 14.4515
O, 0.9736, 2.8854, 23.848
O, 7.048, 4.391, 14.6755
O, -3.3971, 2.219, 13.2939
O, 4.053, 2.0669, 14.1002
O, 13.6191, 1.292, 20.0854
O, 9.0448, 1.8458, 16.7362
O, 4.3387, 3.6762, 16.1742
O, 13.6985, 9.3566, 14.0939
O, 16.6606, 10.2479, 18.161
O, 8.1676, 10.6084, 12.6012
O, 18.2118, 10.628, 16.1121
O, 2.671, 7.9895, 16.402
O, 8.8668, 4.7235, 20.6966
O, -5.7977, 7.7164, 18.339
O, 3.2272, 3.3046, 18.54
O, 4.059, 3.5794, 20.9916
O, -5.3137, 19.8624, 20.5661
O, 6.3311, 5.1451, 21.3771
O, 10.896, 5.6448, 14.2241
O, 9.8944, 1.1912, 13.8225
O, 2.6666, 4.7465, 24.6515
O, 7.9545, -0.0279, 24.2957
O, 0.3794, 17.5559, 16.609
O, 0.9956, 0.5032, 15.4386
O, 5.0154, 5.1127, 18.3302
O, 8.7906, -0.189, 18.2189
O, 8.8178, 6.2908, 15.616
O, -0.7812, 9.1873, 22.0739
O, 12.22, -0.8524, 20.61
O, 8.2923, 7.0488, 21.5648
O, 0.2768, 9.8931, 13.5463
O, 7.3755, 0.5941, 20.359
O, 0.5726, 5.1064, 20.1824
O, 10.711, 3.0104, 21.4781
O, 2.6853, 5.4403, 17.0485
O, 6.8503, 6.763, 13.9477
O, 8.3568, -2.7254, 11.3239
O, 5.1862, 11.127, 21.8238
O, 0.666, 13.2481, 17.2588
O, 9.4008, 2.0628, 23.5665
O, 3.872, 6.5548, 23.3022
O, 9.6924, -0.5931, 15.7637
O, 9.9156, 0.3443, 20.5064
O, 1.7621, 7.0939, 18.8209
O, 4.6661, 9.726, 15.8578
O, 6.2766, 9.1532, 23.1747
O, -2.4767, -1.8123, 20.1224
O, 3.7123, 8.9412, 22.379
O, 8.9174, 4.4709, 12.9243
O, 7.2301, 6.2544, 19.2009
O, 3.4848, -1.2314, 19.315
O, 16.4013, 1.3008, 16.2591
O, 6.2096, -1.997, 12.849
O, 2.2114, 11.5874, 12.808
O, 4.9163, 4.1469, 23.3508
O, 11.3652, 11.5917, 22.6123
O, 1.9432, 7.075, 21.498
O, -0.8145, 4.2468, 16.4227
O, 6.4823, -4.6664, 16.5879
O, -0.4041, 7.4619, 20.2226
O, 13.96, 1.4497, 16.5023

Results
free energy: -59012.239 eV
free energy less fixed offsets of O -447.96, Si -113.29 eV per atom: -2.989 eV
gap between the highest filled and lowest empty level on this k mesh: 1.365 eV

The program warned: the cutoff lies below the one the program advises for these potential files; the forces do not sum to zero within the program's tolerance; the exchange-correlation potential is rough where the density is thin.
